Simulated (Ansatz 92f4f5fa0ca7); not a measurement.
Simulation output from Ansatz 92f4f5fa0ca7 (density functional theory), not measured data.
Periodic cell of 221 atoms, Si131O86B1H3, from a study of silicon, its oxide and their interface. The atomic structure is a simulated model.

Settings: functional PBE; potential files Ansatz PAW; basis plane waves; wave-function cutoff 700 eV; density cutoff ratio 5; exchange-correlation grid ratio 1; k mesh 2 x 2 x 1, shifted by 0.5 0.5 0.5 of a step; self-consistency stop 5e-08 eV per atom in the density residual; occupations fixed; spin none; net charge 0.

Cell vectors (angstrom)
a 10.938 0 0
b 0 10.938 0
c 0 0 32.1424

Atoms: element, x, y, z (angstrom)
Si 10.7593 0.233 24.6573
Si 5.7582 10.5085 24.6351
Si 2.6149 3.0557 24.5564
Si 8.5466 2.4714 24.6914
Si 0.3099 5.2138 24.7584
Si 5.3501 5.6964 24.6246
Si 3.076 7.8824 24.6856
Si 8.1261 8.4155 24.7541
Si 1.483 1.3804 25.874
Si 6.8649 1.3037 25.8796
Si 4.1719 4.1346 25.9607
Si 9.6676 4.034 26.0479
Si 1.4724 6.7978 26.036
Si 6.9188 6.8155 25.9991
Si 4.1869 9.4626 26.032
Si 9.6541 9.6151 26.0519
Si 2.7902 -0.0248 27.2859
Si 8.219 0.0067 27.3772
Si 0.121 2.6817 27.375
Si 5.519 2.6972 27.2708
Si 2.8105 5.4406 27.4161
Si 8.2617 5.4212 27.3488
Si 0.0721 8.1905 27.3537
Si 5.5478 8.1459 27.4259
Si 4.1356 1.3565 28.6736
Si 9.6148 1.3618 28.7248
Si 1.421 4.0782 28.7516
Si 6.8612 4.0641 28.6945
Si 4.1528 6.8118 28.776
Si 9.6095 6.8232 28.7101
Si 1.4158 9.5774 28.709
Si 6.8764 9.5667 28.7531
Si 0.0177 -0.0177 30.0884
Si 5.4772 -0.0053 30.0841
Si 2.7689 2.7078 30.0911
Si 8.2267 2.7212 30.0849
Si 0.0242 5.4498 30.0887
Si 5.5039 5.4301 30.1006
Si 2.7562 8.1953 30.0942
Si 8.2318 8.187 30.0943
Si 1.3673 1.3673 31.4587
Si 6.8362 1.3673 31.4587
Si 4.1018 4.1018 31.4587
Si 9.5708 4.1018 31.4587
Si 1.3673 6.8362 31.4587
Si 6.8362 6.8362 31.4587
Si 4.1018 9.5708 31.4587
Si 9.5708 9.5708 31.4587
Si 2.7345 0 0.6835
Si 8.2035 0 0.6835
Si 0 2.7345 0.6835
Si 5.469 2.7345 0.6835
Si 2.7345 5.469 0.6835
Si 8.2035 5.469 0.6835
Si 0 8.2035 0.6835
Si 5.469 8.2035 0.6835
Si 4.0851 1.3871 2.0443
Si 9.5565 1.3661 2.0659
Si 1.356 4.1057 2.0594
Si 6.7896 4.1312 2.0191
Si 4.0874 6.8485 2.0706
Si 9.5442 6.8741 2.0452
Si 1.3362 9.5866 2.0435
Si 6.8388 9.5663 2.0667
Si -0.0416 -0.0353 3.4608
Si 5.4404 0.0112 3.3851
Si 2.7017 2.7216 3.4459
Si 8.1018 2.7385 3.346
Si -0.0447 5.4993 3.3739
Si 5.4685 5.4866 3.4509
Si 2.6857 8.233 3.4041
Si 8.2079 8.227 3.486
Si 1.3112 1.3359 4.8138
Si 6.7926 1.365 4.7631
Si 4.0931 4.0972 4.7928
Si 9.3945 4.1868 4.6337
Si 1.2906 6.8803 4.7612
Si 6.8218 6.8754 4.8522
Si 4.0211 9.6527 4.7454
Si 9.561 9.5626 4.9387
Si 2.596 -0.0689 6.2749
Si 8.1433 0.0593 6.2264
Si -0.2232 2.7739 5.8867
Si 5.391 2.667 6.1704
Si 2.7213 5.5302 6.0661
Si 8.1836 5.4945 6.2328
Si 0.0375 8.2223 6.3563
Si 5.4211 8.3292 6.0964
Si 4.2188 1.1348 7.6064
Si 9.2798 1.7322 7.4718
Si 1.045 4.272 7.0786
Si 6.9547 3.866 7.4659
Si 3.8339 7.1702 7.3611
Si 9.8666 6.4697 7.68
B 1.7916 9.0982 7.0156
Si 6.4989 9.8888 7.5132
O 2.6411 8.3046 7.7365
O 8.1225 2.8079 8.0267
O 4.2129 6.7921 24.1205
O 9.6315 1.3502 24.1402
O 5.368 0.0414 8.0846
O 0.0865 5.3134 7.9382
O 1.4031 4.114 24.1906
O 6.9804 9.4782 24.2331
H 7.0903 9.2299 8.7167
O 4.4897 6.6616 8.7814
O 9.318 6.752 9.2264
O 3.6797 1.8632 9.0176
O 1.6444 3.0732 8.0201
O 6.1065 4.509 8.7422
O 10.1165 1.1494 8.7779
H 0.3706 10.5095 23.4326
H 2.4462 8.5048 23.4808
O 10.6533 5.901 23.3975
O 6.0234 5.0327 23.2618
O 4.9934 10.7606 23.2005
O 7.9846 3.2378 23.355
O 8.8436 7.8553 23.388
O 3.3218 2.7054 23.1026
Si 6.5864 1.5091 15.415
Si 4.9625 10.7774 21.573
Si 7.7322 7.5991 16.0224
Si 5.9747 1.5211 12.2218
Si 0.8047 0.0339 17.2767
Si 1.1605 1.5404 14.4931
Si 6.4997 5.2686 17.8608
Si 10.6911 1.3459 10.2974
Si 7.3129 4.4152 22.4661
Si 3.088 8.8078 17.1553
Si 4.0505 5.4501 19.8313
Si 5.3027 4.7779 15.1408
Si 0.1187 10.1117 12.453
Si 1.955 2.0367 19.162
Si 9.517 6.6564 22.5262
Si 8.4695 3.2431 11.5785
Si 0.2144 7.5683 19.9337
Si 3.1945 5.1755 11.2807
Si 9.3231 9.4383 18.0196
Si 4.9157 1.7154 18.0019
Si 6.9894 3.1176 19.5823
Si 0.317 4.5242 15.3968
Si 2.7289 6.6094 14.9654
Si 5.5728 5.7776 9.627
Si 8.474 8.1617 12.9884
Si 2.7081 8.1111 12.2599
Si 3.5705 2.6326 21.4922
Si 8.3799 6.2711 10.4878
Si 6.9884 0.1595 19.4737
Si 8.2514 3.9386 14.678
Si 3.6409 2.9865 13.2692
Si 3.245 8.3322 20.2292
Si 5.585 9.7083 15.5634
Si 5.5244 9.5176 12.5076
Si 2.3564 2.7488 9.4284
Si 1.321 4.9342 18.4548
O 1.4426 9.1705 12.0773
O 8.4165 4.654 10.7536
O 4.2074 9.7635 16.4365
O 4.2432 5.9719 14.7842
O 4.5494 2.3138 12.088
O 6.4397 10.4978 20.9002
O 7.1253 2.3159 11.3698
O 2.6374 7.7707 13.8426
O 5.4973 2.9023 18.9486
O 2.2588 1.9816 20.7608
O 4.5857 3.4691 14.5001
O 8.7969 8.4958 16.8233
O 8.834 7.0294 11.8589
O 1.2426 0.9388 15.9997
O 6.3457 1.4999 13.8076
O 4.8053 5.3102 10.9947
O 9.5974 4.7261 15.2657
O 0.4355 0.3894 13.5484
O 0.4878 6.128 19.1932
O 1.6078 8.3112 20.3875
O 3.7809 6.8386 20.6925
O 7.6053 4.2257 18.5295
O 2.6061 4.2298 10.0826
O 6.2603 8.2735 15.8713
O 6.7632 10.85 15.8069
O 5.0656 9.8397 14.0324
O 2.9213 4.318 12.6481
O 2.5311 6.6852 11.4123
O 7.4389 6.3297 17.03
O 2.6167 1.8476 13.8183
O 7.8362 2.5907 15.5857
O 9.786 2.4415 11.0808
O 5.4542 4.662 16.7534
O 5.5164 5.7295 19.1093
O 6.9925 8.7646 12.5611
O 3.3025 1.8466 18.2103
O 5.7831 10.9221 11.6933
O 1.6828 9.6103 17.2361
O 0.4963 3.0379 14.7017
O 5.6385 0.3298 18.5312
O 8.6532 3.5209 13.1656
O 2.9208 5.2837 18.6368
O 7.7125 1.6445 19.612
O 6.8471 6.6874 10.0772
O 10.2224 7.297 21.229
O 5.3508 1.9023 16.4345
O 0.7225 4.7247 16.9576
O 1.0073 0.8124 18.6969
O 1.4132 5.6108 14.748
O 3.9253 4.1319 20.8569
O 8.0702 10.0565 18.8638
O 9.7439 9.2365 12.9763
O 10.3079 8.5777 18.9813
O 10.1579 10.6152 17.2569
O 1.3173 1.8553 10.3223
O 4.6662 1.4266 21.2205
O 10.6242 -0.0983 11.0516
O 3.6367 8.5022 18.6536
O 2.7438 7.3891 16.4058
O 8.3677 5.5915 22.0926
O 8.3457 7.4702 14.4866
O 6.8577 3.7277 21.0722
O 4.2095 8.726 11.8696
O 6.8665 4.8719 14.5729
O 3.8985 9.6066 21.0609
O 1.1306 3.4345 19.0483

Results
free energy: -132409.195 eV
free energy less fixed offsets of B -155.45, H -17.10, O -569.03, Si -635.61 eV per atom: -0.955 eV

Forces (eV/angstrom), in the order of the atoms: element, x, y, z
Si -0.0362 0.011 -0.0117
Si 0.014 -0.0315 -0.0458
Si -0.0116 0.0268 -0.0477
Si 0.0201 -0.0023 -0.0363
Si 0.008 -0.019 -0.0389
Si -0.0141 0.0062 -0.0399
Si 0.0306 -0.0195 -0.0127
Si -0.0076 0.0187 -0.039
Si -0.0073 0.0028 0.0169
Si 0.0024 -0.0111 0.0147
Si -0.0036 -0.004 0.0011
Si 0.0028 0.0199 -0.0049
Si 0.0083 0.0129 0.0105
Si -0.0127 -0.0008 0.0078
Si -0.0174 -0.0042 0.0036
Si 0.0084 -0.0084 -0.0032
Si -0.0148 0.0067 -0.0069
Si -0.0122 0.0057 -0.0106
Si 0.0009 -0.0076 -0.0077
Si 0.0073 -0.01 0.0076
Si 0.0126 -0.0108 -0.0117
Si -0.0002 0.0072 -0.0006
Si 0.0031 -0.0008 -0.013
Si -0.0026 -0.0065 -0.0107
Si 0.0041 0.0112 -0.0043
Si -0.0001 0.0016 -0.0191
Si -0.0036 0.004 -0.0092
Si -0.0045 0.0044 -0.0221
Si -0.0038 0.0042 -0.0186
Si -0.0067 0.0026 -0.0097
Si -0.0005 0.011 -0.0148
Si 0.0012 0.0064 -0.0082
Si 0.009 -0.0132 0.0007
Si -0.0071 0.0072 0.002
Si 0.0192 -0.0174 0.0025
Si -0.0037 0.0026 0.0042
Si -0.0103 0.0103 0.0016
Si 0.0131 -0.0118 -0.0024
Si -0.0044 0.0042 -0.0022
Si 0.0142 -0.0165 -0.0012
Si 0.1124 -0.0795 -0.0522
Si 0.0505 -0.0095 -0.0407
Si 0.1188 -0.2055 0.0294
Si 0.0249 0.0189 0.0031
Si 0.0103 0.0089 -0.0009
Si 0.1389 -0.1251 -0.0273
Si 0.0462 0.054 0.0445
Si 0.1573 -0.0787 0.0104
Si -0.1313 0.0743 0.0192
Si -0.0246 -0.0382 0.0504
Si -0.0402 -0.0561 0.0951
Si -0.2782 0.1435 -0.1967
Si 0.024 -0.0037 0.1014
Si -0.0548 0.1723 -0.0205
Si -0.1158 0.1087 -0.1193
Si 0.0167 -0.0272 0.1174
Si -0.0187 0.0182 0.0069
Si 0.0151 -0.012 0.0058
Si 0.0002 -0.0063 0.0006
Si -0.02 0.0149 0.003
Si 0.0034 -0.0019 -0.0007
Si -0.0147 0.0184 0.0031
Si -0.0117 0.013 -0.0023
Si 0.0045 -0.0022 0.0017
Si -0.0023 0.0025 0.0005
Si 0.0156 0.0076 0.0104
Si -0.0038 -0.0166 0.023
Si -0.0059 -0.0038 0.016
Si 0.008 0.0022 0.0226
Si -0.0009 -0.0114 0.0124
Si -0.0032 -0.0105 0.0135
Si 0.0174 0.0028 0.0109
Si 0.0379 -0.0272 0.0044
Si -0.0046 0.0073 0.0121
Si 0.0023 0.0064 -0.0011
Si -0.0017 0.0079 0.0023
Si -0.021 0.0347 0.0179
Si -0.001 -0.0072 0.0049
Si -0.0211 0.0225 0.0161
Si 0.0165 -0.0213 -0.0029
Si 0.0148 0.0082 -0.0288
Si -0.0122 0.0181 -0.0225
Si -0.0417 -0.0258 0.02
Si 0.0016 0.0101 0.0042
Si -0.0145 -0.0004 -0.0128
Si 0.0069 -0.0198 -0.0023
Si -0.0068 -0.0032 -0.0229
Si 0.0271 -0.0043 -0.0032
Si 0.0086 0.0079 0.0384
Si 0.006 0.0402 0.0294
Si -0.0221 -0.0079 0.0218
Si 0.0037 -0.0128 0.0275
Si -0.0156 0.0179 0.0456
Si 0.0201 -0.0262 0.0372
B 0.0814 -0.072 0.056
Si -0.0342 0.0132 0.0184
O -0.0301 0.0205 0.0048
O 0.0049 -0.0114 0.0143
O 0.0019 -0.0001 -0.012
O 0.0033 -0.0004 -0.0157
O -0.0015 0.0002 0.0098
O -0.0144 0.0165 0.0195
O 0.0148 -0.006 -0.0226
O -0.0041 0.0069 -0.0225
H -0.0005 0.0047 -0.0049
O 0.0009 -0.0102 -0.0135
O -0.006 -0.0081 -0.0051
O -0.0043 -0.0192 -0.0137
O 0.0201 0.0172 0.0213
O 0.0102 0.02 0.0029
O -0.0088 0.0188 0.0001
H 0.0023 0.0035 0.0046
H -0.0004 -0.0015 0.006
O -0.013 -0.0002 0.0051
O 0.0105 0.0039 0.0114
O 0.018 0.0001 -0.0027
O -0.004 0.0028 0.0097
O -0.0041 -0.0201 0.0024
O -0.0131 0.0022 -0.0042
Si 0.0038 0.0022 0.0009
Si 0.0115 -0.0081 0.006
Si 0.0039 -0.0043 -0.0025
Si -0.0011 -0.0004 -0.0069
Si -0.0067 -0.0002 0.0001
Si 0 -0.0028 -0.0024
Si 0.0048 0.004 -0.0001
Si 0.0056 -0.0008 0.0031
Si 0.005 0.0034 -0.0006
Si 0.0003 -0.0023 -0.0004
Si 0.0022 0.0021 -0.0069
Si -0.0027 0.0042 0
Si -0.0021 0.0139 -0.0008
Si -0.0061 -0.0032 0.0013
Si -0.0046 0.0015 0.0035
Si 0.0007 0 -0.0021
Si -0.005 0.0027 0.0017
Si -0.0058 -0.0004 -0.0042
Si 0.0014 0.0035 -0.0033
Si -0.0026 -0.0001 -0.0042
Si 0.0056 0.0031 -0.0004
Si 0.0021 0.0018 0.0004
Si -0.0027 0.0088 -0.0003
Si -0.0013 0.0002 -0.0014
Si 0.0058 -0.0082 0.008
Si -0.0052 -0.0053 -0.0028
Si -0.0022 -0.0062 0.0037
Si -0.0023 -0.0003 0.0004
Si 0.0036 -0.0053 0.0039
Si 0.0063 -0.0044 0
Si -0.0054 -0.0012 -0.0011
Si -0.0058 0.0026 -0.0062
Si -0.0042 -0.0013 -0.0014
Si -0.0041 0.0044 -0.0016
Si -0.0059 0.008 -0.0085
Si -0.0043 0.0008 -0.0026
O -0.0016 -0.0022 0.0091
O -0.0032 0.0097 0.0128
O -0.0143 -0.0155 0.0057
O -0.0032 -0.0019 0.013
O 0.0108 0.0014 0.0212
O -0.0222 0.0147 -0.0145
O 0.0047 0.0041 0.0248
O 0.0077 -0.0172 -0.0121
O 0.0143 -0.0231 -0.0041
O 0.0155 0.0091 -0.0058
O 0.004 -0.0031 -0.014
O -0.0141 0.0007 0.0074
O -0.017 0.0055 -0.0086
O -0.0072 -0.0103 0.0034
O -0.0029 0.0071 -0.0213
O -0.0185 0.0061 -0.0144
O -0.0082 -0.0019 -0.0072
O 0.0044 -0.0052 -0.0066
O 0.0131 0.0114 0.0021
O 0.0061 -0.0176 -0.015
O -0.0119 -0.0024 -0.0149
O -0.0173 0.0073 0.0161
O 0.0073 -0.0073 0.0192
O 0.0106 0.0158 -0.0082
O -0.0086 -0.0207 -0.0178
O 0.0239 -0.0118 -0.0039
O 0.0223 -0.0093 -0.0152
O 0.0234 -0.0029 0.0231
O -0.0036 -0.0064 0.0058
O -0.0035 0.0141 0.0006
O -0.0179 0.0159 -0.0207
O -0.0027 -0.0125 -0.0096
O 0.0039 0.0119 -0.0186
O -0.0074 -0.01 -0.0043
O 0.0011 0.0064 0.0045
O -0.0035 -0.0045 0.0073
O -0.0032 0.0041 0.0311
O 0.0055 0.0152 0.0026
O 0.0067 0.0084 0.0023
O 0.0214 0.0284 0.0169
O -0.0173 0.0026 -0.0045
O 0 0.0026 0.0248
O -0.0325 -0.0048 -0.0076
O 0.0094 -0.0268 0.0032
O 0.0063 -0.0082 -0.0021
O 0.0067 0.0063 0.0218
O -0.0106 0.0067 0.0043
O 0.0126 0.0057 -0.0115
O 0.0083 0.0055 0.0004
O -0.0115 0.0005 -0.0028
O 0.0067 0.0066 -0.0042
O -0.0013 -0.0086 -0.0171
O 0.0024 0.0014 -0.0028
O 0.0115 -0.0121 0.0094
O -0.0131 0.0071 -0.0096
O -0.0167 0.0097 0.0094
O 0.0084 0.0182 0.0141
O -0.0218 0.0019 0.0091
O 0.0073 0.0075 -0.0046
O 0.0011 -0.0028 0.0159
O -0.0077 0.0208 -0.0152
O 0.0085 -0.0011 -0.0113
O -0.0103 -0.0005 0.0091
O -0.0075 -0.0246 0.0102
O 0.0116 -0.0052 -0.0046
O 0.0045 0.001 -0.0028

The program warned: the cutoff lies below the one the program advises for these potential files; the forces do not sum to zero within the program's tolerance; the exchange-correlation potential is rough where the density is thin.
